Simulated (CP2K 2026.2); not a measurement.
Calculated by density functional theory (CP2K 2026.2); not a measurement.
Periodic cell of 534 atoms, Si358O176, from a study of silicon, its oxide and their interface. The atomic structure is a simulated model.
Doubt: the forces sum to 1.96 eV/angstrom along one axis rather than to zero, so they err by at least 0.0037 eV/angstrom per atom on average; the grid cutoff is modest.

Settings
functional: PBE
method: Gaussian and plane waves
basis set: DZVP-MOLOPT-SR-GTH
pseudopotentials: GTH-PBE
grid cutoff: 400 Ry, relative cutoff 50 Ry
k points: Gamma only
occupations: fixed
spin: none
net charge: 0

Cell vectors (angstrom)
a 16.4025 0 0
b 0 16.4025 0
c 0 0 35.2078

Atoms and the computed forces on them: element, x, y, z (angstrom), force x, y, z (eV/angstrom)
Si 0.381 -0.22 0.015 0.021 -0.092 0.184
Si 2.425 3.018 0.09 0.04 -0.073 0.118
Si 0.196 5.189 -0.064 0.026 -0.1 -0.068
Si 3.243 7.377 -0.035 0.038 0.119 0.139
Si -0.18 10.714 -0.016 0.069 -0.103 0.108
Si 2.625 13.905 -0.205 -0.117 -0.127 -0.076
Si 5.482 -0.054 -0.18 0.017 -0.004 -0.051
Si 7.896 2.941 0.079 -0.266 0.28 -0.031
Si 5.579 5.23 0.17 0.149 -0.111 -0.142
Si 7.83 8.291 -0.041 -0.019 -0.112 0.143
Si 5.592 10.564 -0.013 -0.064 0.086 -0.111
Si 7.647 14.046 -0.031 -0.015 -0.14 -0.025
Si 10.179 0.643 -0.331 0.043 -0.292 0.332
Si 13.307 2.761 -0.031 0.079 0.012 0.224
Si 11.207 5.166 -0.116 -0.327 0.113 -0.127
Si 13.312 8.461 0.171 -0.043 -0.081 -0.166
Si 11.058 10.561 -0.352 -0.055 -0.134 -0.101
Si 14.447 13.222 -0.34 -0.071 0.128 0.37
Si 1.391 1.358 1.425 0.038 0.03 -0.365
Si 4.054 4.049 1.471 -0.251 -0.149 -0.27
Si 1.412 6.658 1.346 0.068 -0.059 -0.111
Si 4.069 9.316 1.246 0.106 -0.221 -0.28
Si 1.413 12.191 1.081 -0.113 0.09 -0.242
Si 4.046 15.068 1.261 0.07 0.135 -0.229
Si 6.66 1.423 1.314 -0.207 -0.312 -0.199
Si 9.47 4.171 1.261 0.476 0.19 -0.17
Si 6.815 6.748 1.433 0.134 0.246 -0.246
Si 9.53 9.5 1.166 -0.145 0.003 -0.255
Si 6.691 12.284 1.262 0.041 -0.004 -0.193
Si 9.393 15.187 1.072 -0.166 0.256 -0.177
Si 12.043 1.288 1.214 -0.212 0.069 -0.203
Si 14.962 4.004 1.22 -0.066 0.074 -0.323
Si 12.177 6.778 1.35 0.073 0.09 -0.189
Si 14.928 9.543 1.494 -0.02 -0.131 -0.129
Si 12.307 12.352 0.815 0.064 -0.185 -0.225
Si 15.136 14.927 1.246 0.144 -0.12 -0.374
Si -0.103 2.663 2.672 -0.084 0.072 0.044
Si 2.762 -0.007 2.725 -0.005 0.023 0.135
Si -0.008 8.113 2.657 0.06 -0.06 -0.046
Si 2.701 5.393 2.825 -0.13 0.016 0.123
Si 0.061 13.563 2.611 0.207 0.009 0.055
Si 2.707 10.813 2.528 0.026 0.022 -0.038
Si 5.373 2.673 2.787 -0.03 -0.01 0.123
Si 8.095 0.03 2.613 -0.044 -0.022 0.068
Si 5.438 8.129 2.738 -0.009 0.048 0.127
Si 8.227 5.478 2.75 0.005 -0.011 0.081
Si 5.356 13.639 2.632 -0.047 -0.082 0.158
Si 8.201 10.945 2.538 -0.056 0.034 0.095
Si 10.818 2.72 2.628 0.057 0.138 0.125
Si 13.562 -0.109 2.496 0.032 -0.019 -0.133
Si 10.805 8.165 2.656 -0.065 -0.102 0.1
Si 13.644 5.437 2.624 0.102 -0.062 0.061
Si 10.899 13.713 2.319 0.02 -0.011 -0.184
Si 13.523 11.042 2.567 0.044 0.192 0.115
Si 1.274 4.015 4.088 0.115 -0.004 -0.056
Si 4.064 1.314 4.161 0.054 -0.024 -0.08
Si 1.335 9.536 3.975 -0.052 0.008 0.057
Si 4.076 6.798 4.131 -0.076 0.095 -0.051
Si 1.361 14.989 4.016 -0.026 -0.124 -0.062
Si 4.02 12.221 3.967 0.017 0.1 -0.029
Si 6.815 4.077 4.049 -0.018 0.003 -0.024
Si 9.477 1.363 4.019 0.009 -0.007 -0.102
Si 6.844 9.582 3.991 -0.04 -0.06 -0.106
Si 9.536 6.843 4.12 -0.005 0.057 -0.016
Si 6.766 15.007 3.983 0.069 0.058 -0.088
Si 9.589 12.35 3.844 -0.075 -0.084 -0.015
Si 12.258 4.07 3.989 -0.079 -0.022 -0.1
Si 14.912 1.264 3.95 0.025 0.129 0.018
Si 12.221 9.589 3.946 0.043 0.036 -0.054
Si 15.008 6.784 4.019 0.064 -0.102 0.006
Si 12.22 14.961 3.874 0.052 0.047 0.058
Si 14.989 12.292 3.972 -0.098 0.046 -0.065
Si -0.005 0.028 10.841 -0.04 0.004 -0.006
Si 2.743 2.752 10.824 -0.005 -0.033 -0.005
Si 0.011 5.49 10.841 0.003 -0.011 0.017
Si 2.744 8.221 10.851 -0.009 -0.014 0.018
Si -0.005 10.952 10.846 -0.002 0.004 -0.006
Si 2.743 13.686 10.836 -0.019 -0.012 -0.006
Si 5.48 0.02 10.84 -0.033 -0.018 0.01
Si 8.209 2.751 10.848 -0.01 -0.013 0.009
Si 5.479 5.488 10.842 -0.017 0.008 0.011
Si 8.208 8.227 10.813 0.009 -0.029 -0.01
Si 5.469 10.954 10.845 -0.019 0.007 0.016
Si 8.197 13.699 10.844 -0.003 0.018 -0.004
Si 10.929 0.027 10.858 0.01 -0.008 0.015
Si 13.668 2.767 10.848 -0.007 -0.007 -0.005
Si 10.94 5.488 10.836 0.001 -0.022 0.015
Si 13.664 8.221 10.829 -0.024 -0.004 -0.004
Si 10.924 10.968 10.819 -0.013 -0.021 -0.015
Si 13.653 13.693 10.834 0.006 -0.022 -0.011
Si 1.377 1.412 12.197 0.042 0.017 0.007
Si 4.119 4.109 12.199 -0.009 0.012 0.002
Si 1.4 6.839 12.217 -0.028 0.023 0.006
Si 4.129 9.577 12.223 -0.035 0 0.012
Si 1.385 12.318 12.202 0.026 0.02 -0.026
Si 4.115 15.061 12.201 0.01 0.012 0.009
Si 6.842 1.395 12.222 0.02 0.016 0.005
Si 9.573 4.13 12.213 0.013 0.013 -0.004
Si 6.867 6.857 12.191 0.013 0.074 -0.006
Si 9.556 9.602 12.177 0.047 0.036 -0.005
Si 6.831 12.335 12.207 -0.005 -0.019 0.005
Si 9.541 15.081 12.221 -0.017 -0.045 0.002
Si 12.289 1.424 12.216 0.032 0.006 -0.015
Si 15.052 4.134 12.212 0.012 0.019 0.023
Si 12.307 6.859 12.204 0.038 0.012 0.01
Si 15.029 9.578 12.207 0.024 0.002 -0.005
Si 12.272 12.34 12.195 0.007 0.002 -0.007
Si 15.023 15.07 12.194 0 -0.005 -0.012
Si 0.067 2.819 13.584 -0.067 -0.064 0.002
Si 2.76 0.052 13.546 -0.047 -0.001 -0.035
Si 0.029 8.219 13.563 0.009 -0.007 -0.016
Si 2.796 5.485 13.588 -0.006 -0.035 0.006
Si 0.011 13.708 13.535 0.009 -0.039 0.016
Si 2.775 10.97 13.576 -0.053 -0.026 0.052
Si 5.498 2.781 13.588 -0.026 -0.028 0.011
Si 8.204 0.056 13.623 -0.001 -0.015 0.025
Si 5.536 8.223 13.578 0.052 -0.106 -0.003
Si 8.219 5.503 13.582 0.011 -0.04 -0.006
Si 5.496 13.725 13.587 -0.045 -0.018 0.008
Si 8.198 10.961 13.556 0.013 -0.023 -0.047
Si 10.933 2.789 13.608 -0.011 0.028 0.038
Si 13.683 0.075 13.552 0.007 -0.032 0.016
Si 10.913 8.233 13.537 -0.041 0.049 -0.049
Si 13.695 5.51 13.58 -0.03 0.031 0
Si 10.903 13.71 13.567 0.03 0.042 0.007
Si 13.634 10.957 13.541 0.024 0.019 0.017
Si 1.431 4.179 15.01 0.043 0.087 0.14
Si 4.124 1.409 14.929 0.004 -0.024 0.02
Si 1.42 9.567 14.917 0.069 -0.003 -0.025
Si 4.248 6.786 14.932 -0.042 0.192 -0.004
Si 1.391 15.086 14.887 0.029 0.051 0.008
Si 4.157 12.34 14.948 -0.006 0.018 0.055
Si 6.869 4.15 14.974 0.022 0.06 0.027
Si 9.554 1.45 15.009 0.017 -0.049 0.032
Si 6.886 9.598 14.965 0.027 0.11 0.021
Si 9.576 6.888 14.937 0.053 0.024 0.054
Si 6.837 15.094 15.003 0.029 -0.007 0.051
Si 9.53 12.333 14.93 -0.068 -0.03 0.009
Si 12.311 4.179 14.957 0.053 -0.051 0.03
Si 15.103 1.43 14.899 -0.019 0.059 0.007
Si 12.245 9.601 14.908 -0.014 -0.026 0.004
Si 15.084 6.864 14.952 -0.019 -0.035 0.067
Si 12.251 15.148 14.878 0.014 -0.085 -0.057
Si 15.027 12.33 14.862 -0.027 0.052 -0.065
Si 0.081 0.084 16.266 0.014 -0.102 0.133
Si 2.849 2.788 16.349 -0.042 -0.086 0.039
Si 0.09 5.594 16.412 0.058 0.129 0.302
Si 2.922 8.222 16.197 0.008 -0.091 0.032
Si -0.021 10.936 16.204 0.043 -0.098 -0.01
Si 2.764 13.743 16.251 0.001 -0.02 -0.106
Si 5.451 0.08 16.361 -0.061 0.078 0.025
Si 8.187 2.825 16.405 0.091 -0.05 0.046
Si 5.591 5.488 16.444 0.049 -0.002 0.215
Si 8.23 8.22 16.362 0.034 0 0.08
Si 5.592 11.028 16.329 0.018 -0.205 0.113
Si 8.228 13.712 16.355 0.006 0.055 0.066
Si 10.948 0.089 16.351 0.004 0.03 0.088
Si 13.766 2.823 16.243 0.065 0.155 0.168
Si 10.949 5.577 16.33 -0.112 0.041 0.008
Si 13.626 8.222 16.227 0.046 0.025 -0.032
Si 10.841 10.93 16.292 0.069 0.08 0.072
Si 13.64 13.766 16.133 -0.019 0.11 0.136
Si 1.522 1.38 17.698 -0.066 -0.028 -0.015
Si 4.294 4.008 17.812 0.093 0.088 0.088
Si 1.712 6.945 17.748 0.307 -0.005 -0.506
Si 4.229 9.6 17.623 0.331 0.208 -0.234
Si 1.329 12.356 17.471 0.036 0.103 -0.068
Si 4.083 15.08 17.7 0.081 -0.035 -0.036
Si 6.762 1.482 17.786 -0.078 -0.115 0.108
Si 9.556 4.278 17.728 0.027 0.197 -0.114
Si 6.952 6.917 17.881 -0.143 -0.063 0.045
Si 9.57 9.535 17.796 0.029 0.023 0.07
Si 6.916 12.359 17.804 -0.061 -0.093 0.015
Si 9.552 15.117 17.729 0.147 -0.005 -0.085
Si 12.382 1.53 17.622 0.115 -0.163 -0.163
Si 15.125 4.119 17.736 -0.077 -0.176 -0.278
Si 12.353 6.91 17.711 -0.002 -0.124 0.084
Si 14.881 9.672 17.538 0.195 -0.111 -0.121
Si 12.195 12.456 17.45 -0.023 0.103 -0.085
Si 14.977 15.156 17.506 -0.164 -0.098 -0.2
Si 0.145 2.692 19.064 -0.157 0.102 0.367
Si 2.775 -0.03 19.176 -0.151 -0.069 0.288
Si -0.525 8.696 19.414 -0.032 0.375 0.178
Si 2.995 5.463 19.052 -0.076 -0.154 0.148
Si -0.146 13.65 18.725 -0.002 0.025 0.377
Si 2.676 10.968 18.744 0.301 0.07 0.016
Si 5.548 2.752 19.479 0.137 0.136 0.081
Si 8.105 0.05 19.042 -0.15 -0.189 0.111
Si 5.504 8.284 19.238 -0.219 0.009 0.207
Si 8.347 5.585 19.347 0.067 -0.024 0.201
Si 5.42 13.726 19.093 0.038 -0.048 0.041
Si 8.238 10.905 19.233 -0.017 0.104 0.161
Si 11.078 2.982 18.899 -0.02 0.131 0.246
Si 13.735 0.167 18.976 -0.019 -0.114 0.274
Si 11.055 8.233 19.194 0.116 0.094 0.264
Si 13.697 5.476 19.061 0.005 -0.003 0.329
Si 11.003 13.749 19.004 0.101 0.005 0.33
Si 13.509 11.114 18.758 -0.032 0.067 0.557
Si 1.202 4.497 20.223 0.124 -0.207 -0.318
Si 4.351 1.018 20.713 -0.194 -0.078 0.05
Si 1.719 8.888 19.183 -0.621 -0.158 0.13
Si 4.33 6.64 20.558 0.327 -0.059 -0.269
Si 0.971 15.09 20.147 -0.019 0.201 -0.222
Si 4.143 12.114 20.299 -0.11 -0.132 -0.166
Si 6.773 4.526 20.834 0.054 -0.02 -0.304
Si 9.638 1.552 19.944 0.044 -0.029 0.005
Si 6.514 9.935 20.694 0.116 -0.047 0.123
Si 10.112 6.642 20.698 -0.054 0.071 -0.214
Si 6.629 15.217 20.525 0.076 -0.009 -0.047
Si 9.949 12.098 20.345 0.08 -0.068 -0.019
Si 12.274 4.31 20.535 0.184 0.016 -0.188
Si 15.401 1.101 20.419 0.266 0.028 -0.081
Si 12.204 9.981 20.362 -0.088 -0.047 -0.133
Si 15.368 6.605 20.316 -0.415 -0.257 -0.088
Si 12.669 14.953 20.288 0.123 -0.086 -0.289
Si 14.674 12.588 20.183 0.308 -0.037 -0.265
Si -0.133 -0.594 26.324 -0.034 -0.042 0.005
Si 1.46 -1.68 24.247 -0.202 0.048 0.194
Si 3.239 0.391 23.513 0.017 -0.2 0.297
Si 2.925 8.543 22.192 -0.131 -0.183 0.052
Si 0.684 10.094 23.309 0.059 0.176 0.42
Si 0.015 11.041 26.179 -0.033 0.076 0.218
Si 9.079 -3.638 25.266 0.064 -0.266 0.326
Si 9.692 2.287 22.82 -0.119 0.102 0.274
Si 7.243 5.147 23.868 -0.137 0.02 0.182
Si 6.236 12.757 26.233 -0.045 0.102 0.171
Si 1.811 6.377 25.236 0.047 0.034 0.249
Si 10.602 10.044 25.349 0.025 0.053 0.179
Si 10.948 -0.089 21.913 0.237 0.029 0.129
Si 14.943 3.705 27.722 -0.045 -0.09 0.055
Si 8.588 3.617 26.245 0.036 -0.033 0.168
Si 8.865 8.927 27.423 -0.161 0.085 0.071
Si 8.757 14.112 22.459 0.026 -0.135 -0.011
Si 16.374 21.695 22.827 0.074 0.023 0.336
Si 2.258 1.233 26.395 -0.145 -0.011 0.065
Si 4.938 6.617 24.778 -0.131 -0.173 0.136
Si -3.109 10.843 26.565 0.036 -0.048 0.045
Si 1.484 4.108 27.143 -0.028 -0.045 0.132
Si -2.65 10.673 29.535 0.016 -0.014 -0.002
Si 1.896 12.67 22.143 -0.183 0.044 0.075
Si 8.582 0.831 25.066 -0.107 0.086 0.351
Si 10.904 4.597 24.634 -0.001 -0.039 0.268
Si 5.112 7.216 27.747 -0.005 -0.021 0.095
Si 9.694 7.245 23.752 0.021 -0.004 0.455
Si 5.509 9.351 23.515 0.01 -0.076 0.216
Si 14.264 2.966 22.778 -0.081 -0.14 -0.081
Si 16.611 8.165 27.406 -0.003 -0.046 0.101
Si 14.694 10.283 21.819 0.059 0.074 -0.101
Si 12.46 13.027 28.364 -0.06 0.083 0.026
Si 17.674 13.515 27.825 -0.046 -0.115 -0.08
Si 2.916 5.644 29.281 0.05 0.022 0.103
Si 4.254 -1.689 25.082 0.038 -0.113 0.176
Si -2.514 6.704 27.933 0.087 0.074 -0.044
Si 1.452 8.895 33.155 0.012 0.102 -0.091
Si -0.141 12.379 30.424 -0.031 -0.093 -0.156
Si 1.649 8.203 30.289 0.154 0.102 -0.196
Si 5.854 0.621 29.2 -0.028 0.032 -0.107
Si 8.259 -0.808 30.416 -0.056 -0.084 -0.195
Si 6.816 6.002 30.227 -0.036 -0.046 -0.221
Si 12.079 5.77 32.338 -0.002 0.121 -0.257
Si 6.447 15.704 26.633 0.098 0.107 0.115
Si 9.83 14.565 27.914 0.062 0.049 0.027
Si 11.18 3.2 30.69 -0.024 0.045 -0.22
Si 12.987 2.651 25.506 -0.087 0.018 0.352
Si 13.553 7.891 30.879 -0.107 0.048 -0.073
Si 12.883 0.891 29.786 -0.097 0.149 -0.101
Si 5.949 9.896 26.568 0.015 -0.013 0.247
Si 9.86 8.717 30.13 0.108 -0.015 -0.208
Si -1.448 1.162 33.012 -0.01 0.066 0.025
Si 3.863 1.566 32.804 -0.052 -0.048 0.114
Si 2.396 10.862 31.392 -0.062 -0.111 -0.3
Si 4.961 3.426 30.447 -0.028 0.082 -0.377
Si -0.884 14.81 32.205 -0.116 -0.082 -0.292
Si 4.488 12.368 32.813 -0.011 -0.047 -0.047
Si 10.932 7.004 27.972 0.014 -0.061 0.059
Si 10.769 0.567 31.868 -0.028 0.11 -0.289
Si 8.101 7.87 32.223 0.097 0.002 -0.304
Si 3.179 -0.894 28.625 0.092 -0.005 0.004
Si 7.538 13.149 32.316 -0.101 -0.007 -0.183
Si 9.222 10.627 32.117 0.164 -0.025 -0.124
Si 9.254 4.662 28.936 -0.022 -0.106 -0.138
Si 17.959 0.074 31.062 -0.042 0.107 -0.297
Si 14.717 6.584 33.186 -0.096 0.081 -0.149
Si 15.63 1.907 30.28 -0.048 0.045 -0.241
Si 11.114 16.532 26.134 0.127 0.05 0.119
Si 13.392 15.56 27.326 0.147 -0.135 -0.04
O -0.232 0.798 34.048 0.011 0.181 0.169
O -1.877 -0.271 32.311 -0.19 0.102 -0.037
O 0.722 1.251 30.25 0.189 -0.198 -0.156
O 3.132 2.394 33.974 -0.167 -0.208 0.092
O 1.319 4.071 34.634 -0.049 0.072 0.478
O 0.587 -0.907 31.939 -0.085 -0.038 0.285
O 4.452 6.312 34.613 -0.223 0.091 0.533
O 2.35 7.735 33.836 0.12 -0.213 -0.314
O -1.323 11.709 34.511 -0.036 0.552 0.078
O 0.287 9.529 34.11 0.001 -0.085 0.135
O 3.499 13.404 33.65 -0.058 0.083 0.284
O 1.5 15.086 34.565 -0.356 0.128 0.167
O 6.592 -1.206 34.56 0.081 -0.347 0.302
O 4.921 0.554 33.562 0.078 0.134 0.438
O 8.993 1.812 34.533 0.222 -0.099 0.231
O 6.709 4.102 34.628 0.242 -0.124 0.673
O 6.143 4.554 30.615 0.11 -0.004 0.315
O 6.131 6.793 28.957 0.209 0.208 -0.112
O 9.424 7.628 31.275 0.059 -0.127 0.308
O 8.258 7.431 33.787 0.095 0.099 0.361
O 6.69 9.416 34.694 0.296 0.111 0.426
O 4.893 11.15 33.82 0.208 -0.089 0.207
O 8.415 11.953 31.635 0.155 0.101 -0.113
O 8.148 13.247 33.824 0.037 0.04 0.055
O 10.758 0.051 33.419 -0.185 0.189 0.037
O 12.083 0.106 30.981 -0.05 -0.246 0.063
O 13.751 1.876 33.842 0.15 0.152 -0.169
O 12.161 3.862 34.704 -0.105 -0.018 0.369
O 9.604 7.474 27.097 -0.084 -0.174 -0.103
O 10.984 5.84 33.561 0.02 -0.287 0.447
O 16.087 5.87 33.701 -0.121 0.153 0.068
O 14.23 7.592 34.353 0.229 -0.037 -0.153
O 10.148 10.837 33.464 0.335 -0.062 0.307
O 12.299 9.474 34.483 -0.108 0.018 0.423
O 15.135 14.048 33.595 -0.04 -0.085 -0.131
O 12.658 16.616 28.328 -0.291 0.138 0.031
O 4.359 -0.84 23.677 -0.125 0.219 -0.102
O 1.115 4.562 21.888 0.17 0.066 -0.287
O 5.568 -0.051 21.097 -0.042 -0.072 -0.059
O 3.631 1.312 22.228 -0.082 0.168 -0.276
O 2.482 8.793 20.651 0.083 -0.094 0.206
O -0.793 9.884 20.532 -0.477 0.206 0.393
O 5.546 5.616 21 0.086 -0.036 0.221
O 3.596 7.047 22.013 0.231 0.101 -0.145
O 1.541 13.254 23.604 0.139 -0.075 0.039
O 1.351 13.804 21.118 -0.001 -0.157 0.177
O 5.399 11.14 20.671 0.146 0.122 0.154
O 3.478 12.519 21.77 0.032 0.156 -0.163
O 7.433 4.449 22.384 0.163 -0.242 -0.223
O 7.564 4.105 25.091 -0.302 -0.045 -0.049
O 10.824 0.447 20.367 0.069 -0.193 0.265
O 9.132 2.418 21.294 -0.143 -0.056 -0.328
O 6.656 9.679 22.382 0.079 -0.009 -0.502
O 4.045 9.573 22.801 -0.326 0.236 0.007
O 9.743 7.431 22.124 0.112 0.109 -0.464
O 8.231 6.489 24.059 -0.164 -0.125 -0.244
O 8.895 13.807 24.04 -0.109 0.132 -0.244
O 7.262 14.457 21.87 -0.055 -0.125 -0.195
O 9.955 10.003 26.866 0.008 0.107 0.128
O 9.327 12.813 21.683 0.124 -0.126 0.09
O 11.235 5.472 21.121 -0.265 0.278 -0.282
O 13.067 3.645 21.848 -0.334 -0.016 -0.136
O 16.378 -0.182 20.889 0.246 0.083 -0.532
O 14.976 1.834 21.838 0.021 -0.147 0.061
O 15.506 6.408 21.974 -0.177 0.087 -0.31
O 13.187 9.642 21.695 0.092 -0.048 -0.316
O 16.302 3.922 26.861 0.145 0.141 -0.125
O 16.626 5.736 19.67 0.144 0.177 0.216
O 12.287 15.4 21.871 -0.125 0.304 -0.22
O 10.236 20.097 23.434 0.044 -0.088 -0.266
O 14.741 11.921 21.723 0.179 -0.194 -0.004
O 13.959 13.997 20.591 -0.431 0.161 0.073
O 0.694 0.797 26.144 -0.046 0.19 0.119
O 0.784 -3.452 29.243 0.147 0.126 0.225
O 3.692 6.525 28.138 -0.093 0.137 -0.249
O 1.823 -0.428 23.249 -0.2 0.199 -0.274
O 0.194 9.773 27.185 -0.115 0.024 0.153
O -2.437 2.757 26.816 -0.145 0.038 -0.032
O 0.71 7.993 28.962 0.055 -0.088 0.075
O 1.197 7.464 26.303 0.23 -0.055 -0.015
O -4.14 10.039 25.538 0.088 -0.138 -0.171
O -0.003 14.952 24.93 0.215 -0.268 -0.018
O 0.812 10.685 24.812 0.253 -0.278 -0.391
O 1.225 11.175 22.187 0.089 -0.122 -0.413
O 9.606 -0.938 22.19 -0.108 0.156 -0.13
O 5.77 -4.956 27.138 -0.183 0.055 -0.014
O 8.438 1.625 23.651 0.087 0.21 -0.382
O 8.653 1.984 26.233 0.002 -0.197 0.079
O 5.613 5.335 24.035 -0.05 -0.077 0.053
O 5.647 7.805 23.94 0.296 -0.061 0.067
O 5.586 10.111 24.97 -0.146 -0.07 -0.332
O 3.312 6.853 24.749 -0.035 0.188 -0.042
O -2.232 5.109 27.93 0.053 -0.142 0.188
O 1.637 4.932 28.551 -0.043 -0.138 -0.137
O 7.445 9.214 26.688 0.139 -0.227 -0.181
O 10.077 11.522 24.82 0.055 0.16 -0.096
O 15.321 4.119 23.287 0.139 -0.11 0.262
O 10.986 1.268 22.819 0.182 -0.15 0.021
O 17.121 6.071 24.057 -0.023 -0.11 -0.436
O 12.408 6.986 27.249 -0.207 -0.109 -0.227
O 8.645 9.04 29.044 -0.035 -0.163 -0.039
O 17.991 8.734 23.134 0.005 -0.145 -0.042
O 10.041 8.741 24.455 -0.18 -0.157 -0.243
O 9.508 13.603 26.618 0.025 0.086 -0.058
O 11.056 11.014 20.988 -0.047 -0.038 -0.399
O 17.231 12.359 26.741 -0.084 0.19 -0.196
O 19.454 17.623 24.942 -0.106 0.232 -0.242
O -2.793 -6.337 28.002 0.005 0.099 0.032
O 2.287 2.701 27.092 0.201 0.013 -0.104
O 5.521 6.559 26.313 -0.078 -0.051 -0.054
O 6.611 0.456 27.757 0.17 0.053 -0.068
O -0.91 9.756 23.136 -0.083 0.016 0.03
O -1.28 7.497 27.205 -0.135 -0.06 -0.04
O 2.14 4.96 25.943 0.007 -0.048 -0.273
O 0.873 8.331 31.727 0.006 0.05 0.223
O 0.956 11.661 31.404 0.124 -0.126 0.074
O -1.144 11.219 29.857 0.062 0.142 -0.193
O 2.643 14.639 25.4 -0.115 -0.042 0.074
O 4.891 15.715 26.191 -0.053 0.065 -0.12
O 7.393 -0.235 25.383 -0.04 -0.156 -0.233
O 6.991 0.221 30.288 -0.03 0.187 0.28
O 9.842 3.399 29.775 -0.006 -0.163 -0.135
O 12.402 4.131 25.073 -0.114 0.035 -0.01
O 2.516 6.791 30.393 0.178 0.117 0.104
O 8.345 5.648 29.832 0.227 0.297 0.085
O 12.225 7.25 31.618 -0.134 -0.113 0.133
O 8.254 4.099 27.765 0.083 0.02 0.093
O 5.043 13.274 25.188 -0.048 0.123 -0.172
O 10.859 6.181 24.245 0.065 -0.016 -0.061
O 13.753 2.178 24.136 0.244 0.052 -0.379
O 10.03 4.307 25.97 0.022 0.097 0.044
O 12.357 2.454 29.8 0.156 0.033 0.198
O 7.571 12.17 25.5 -0.086 -0.219 -0.035
O 13.399 9.508 30.626 -0.192 -0.004 0.214
O 14.781 11.23 25.942 -0.182 0.09 -0.274
O 12.447 12.191 26.957 0.064 0.145 0.065
O 6.685 14.12 27.065 0.052 -0.107 -0.066
O 13.641 14.161 28.134 -0.043 0.11 -0.092
O 16.839 14.884 27.529 -0.144 0.09 0.191
O -0.984 3.104 29.185 0.055 0.195 0.041
O -1.038 2.277 31.86 -0.187 0.098 0.322
O 2.85 0.274 27.554 0.187 -0.051 -0.174
O -1.898 0.794 29.892 0.098 0.009 0.152
O 2.864 -2.412 28.01 0.065 0.127 0.159
O 2.475 10.119 32.839 -0.124 -0.105 0.215
O -2.57 7.16 29.473 0.173 -0.152 0.197
O 3.719 4.361 29.908 -0.182 -0.197 0.062
O 4.611 2.664 31.844 -0.075 -0.081 0.361
O -1.662 16.171 26.679 0.097 -0.019 -0.137
O -1.013 13.605 31.086 0.043 0.21 -0.01
O 3.685 11.865 31.448 0.242 0.375 0.249
O 2.457 9.674 30.213 0.045 0.068 0.231
O 4.676 -0.531 29.202 -0.022 -0.097 -0.052
O 2.209 -0.853 29.919 -0.03 0.026 0.094
O 9.496 0.038 31.021 0.156 0.083 0.142
O 8.653 -1.589 29.022 -0.075 0.084 -0.099
O 6.867 7.042 31.505 0.152 0.141 0.28
O 5.36 2.18 29.418 -0.21 0.086 0.018
O 5.01 8.849 27.454 -0.146 0.21 0.141
O 11.684 4.639 31.235 0.012 0.162 -0.008
O 7.836 14.485 31.489 0.009 0.106 0.097
O 5.908 12.993 32.304 -0.137 -0.037 -0.134
O 10.22 10.12 30.892 0.059 -0.082 0.144
O 8.011 9.512 32.263 0.045 0.102 0.15
O 10.583 5.499 28.477 0.104 -0.059 -0.146
O 10.765 2.208 31.914 -0.14 0.021 0.309
O 11.777 1.63 25.96 0.087 0.039 -0.008
O 12.323 -0.986 26.074 -0.224 0.04 0.067
O 14.827 7.497 31.829 0.144 -0.182 0.21
O 11.067 8.09 29.215 -0.01 0.193 0.082
O 9.988 -0.001 24.971 0.166 -0.06 -0.262
O 19.146 0.729 31.961 0.048 0.107 -0.033
O 10.212 16.098 27.455 -0.023 -0.08 0.112
O 11.067 13.801 28.671 0.085 -0.245 0.315
O 13.581 5.427 32.918 0.255 -0.238 0.187
O 12.78 12.004 29.604 0.053 -0.054 -0.146
Si -0.057 -0.039 5.346 -0.018 -0.072 -0.084
Si 2.678 2.701 5.453 -0.097 -0.058 0.038
Si -0.049 5.439 5.421 -0.026 0.004 -0.008
Si 2.692 8.214 5.406 0.072 -0.031 -0.011
Si -0.044 10.912 5.339 -0.026 -0.024 -0.041
Si 2.709 13.615 5.379 -0.043 -0.018 -0.03
Si 5.468 -0.053 5.436 -0.038 -0.007 0.003
Si 8.168 2.726 5.422 0.007 -0.054 -0.006
Si 5.468 5.437 5.44 -0.036 0.019 0.012
Si 8.165 8.232 5.419 -0.007 -0.01 -0.014
Si 5.448 10.931 5.353 0.028 0.007 -0.064
Si 8.203 13.659 5.296 -0.011 0.034 -0.072
Si 10.901 -0.04 5.301 -0.039 0.047 -0.059
Si 13.616 2.683 5.354 -0.032 0 -0.063
Si 10.936 5.452 5.399 0.057 0.018 -0.013
Si 13.631 8.22 5.321 0.025 0.017 -0.057
Si 10.894 10.98 5.313 -0.016 -0.017 -0.042
Si 13.62 13.676 5.317 0.063 -0.022 -0.013
Si 1.299 1.319 6.76 0.052 0.053 0.001
Si 4.072 4.083 6.783 0.035 0.015 -0.008
Si 1.33 6.832 6.76 -0.004 0.008 -0.012
Si 4.084 9.579 6.746 -0.03 -0.024 -0.007
Si 1.318 12.275 6.732 -0.002 0.069 0.012
Si 4.073 14.987 6.756 0.048 -0.033 0.02
Si 6.819 1.347 6.777 0.021 0.022 0.017
Si 9.561 4.094 6.759 -0.025 0.008 0.013
Si 6.822 6.842 6.777 -0.023 0.016 0.012
Si 9.555 9.616 6.728 -0.034 0.01 0.012
Si 6.831 12.311 6.698 -0.004 -0.033 -0.024
Si 9.546 15.024 6.698 0.005 -0.004 -0.006
Si 12.252 1.325 6.714 0.029 0.034 -0.012
Si 14.978 4.061 6.746 0.052 0.002 -0.016
Si 12.297 6.853 6.729 -0.012 -0.017 -0.009
Si 14.999 9.563 6.721 0.034 0.001 -0.022
Si 12.273 12.315 6.705 0.048 -0.034 -0.006
Si 14.983 15.019 6.723 -0.027 0.045 0.012
Si -0.037 2.722 8.117 -0.014 -0.007 0.016
Si 2.709 -0.025 8.108 -0.053 -0.045 0.002
Si -0.029 8.215 8.108 -0.01 -0.032 0.013
Si 2.716 5.48 8.122 0.007 0.018 0.004
Si -0.033 13.667 8.098 -0.021 -0.046 -0.011
Si 2.712 10.941 8.109 0.01 0 0
Si 5.458 2.725 8.131 -0.034 -0.024 0.01
Si 8.21 -0.012 8.107 -0.01 0.021 0.004
Si 5.45 8.218 8.119 -0.025 -0.016 0.007
Si 8.207 5.476 8.12 0.004 0 0.008
Si 5.473 13.655 8.104 -0.012 0.048 0.009
Si 8.186 10.967 8.097 -0.012 -0.027 0
Si 10.929 2.719 8.106 -0.022 -0.021 0.002
Si 13.638 -0.001 8.1 0.023 0.009 -0.001
Si 10.929 8.233 8.084 0.039 -0.004 -0.008
Si 13.652 5.475 8.103 -0.005 -0.006 0.004
Si 10.918 13.684 8.084 -0.02 0 -0.005
Si 13.647 10.953 8.083 -0.006 -0.02 -0.005
Si 1.349 4.103 9.468 0.004 -0.001 0.001
Si 4.085 1.354 9.471 0.016 0.041 0.007
Si 1.354 9.573 9.48 0.008 -0.002 -0.001
Si 4.094 6.847 9.483 -0.004 0.011 0.013
Si 1.341 15.03 9.478 0.046 0.028 0.001
Si 4.095 12.304 9.47 -0.008 -0.017 -0.006
Si 6.834 4.107 9.48 -0.004 0.006 0.012
Si 9.561 1.369 9.479 0.014 0.008 0.009
Si 6.827 9.593 9.465 0.003 -0.005 -0.001
Si 9.58 6.857 9.461 -0.01 0.026 0.002
Si 6.829 15.041 9.468 0.003 -0.021 -0.004
Si 9.551 12.333 9.462 0.014 0.01 -0.004
Si 12.291 4.108 9.468 0.018 0.038 -0.01
Si 15.002 1.369 9.481 0.003 0.007 0.004
Si 12.292 9.591 9.462 0.024 0.008 -0.01
Si 15.025 6.839 9.474 0.025 0.009 -0.001
Si 12.273 15.049 9.473 0.016 0.001 -0.01
Si 15.012 12.307 9.474 0.011 0.022 -0.011

Results
total energy: -115451.327 eV
total energy less fixed offsets of O -438.04, Si -107.15 eV per atom: 3.413 eV
